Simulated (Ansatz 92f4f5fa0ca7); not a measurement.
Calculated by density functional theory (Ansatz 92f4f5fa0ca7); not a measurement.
Periodic cell of 189 atoms, Si117O72, from a study of silicon, its oxide and their interface. The atomic structure is a simulated model.

Settings
functional: PBE
potential files: Ansatz PAW
basis: plane waves
wave-function cutoff: 700 eV
density cutoff ratio: 5
exchange-correlation grid ratio: 2
k mesh: 2 x 2 x 1, shifted by 0.5 0.5 0.5 of a step
self-consistency stop: 5e-08 eV per atom in the density residual
occupations: Fermi-Dirac, 0.05 eV
spin: none
net charge: 0

Cell vectors (angstrom)
a 11.5983 0 0
b 0 11.5983 0
c 1.8631 -5.0802 26.8675

Atoms: element, x, y, z (angstrom)
Si 1.1478 11.1495 0.951
Si 1.296 2.5679 0.2407
Si 1.2816 8.0995 0.5433
Si 5.0195 10.6424 0.9198
Si 4.8285 2.0996 0.4048
Si 5.2345 7.5042 0.7355
Si 8.7418 -0.423 0.6542
Si 8.5301 2.8455 0.3246
Si 8.6745 7.9355 0.3862
Si 3.0811 -0.6679 2.2185
Si 3.0413 3.0026 1.8191
Si 3.1282 7.2287 1.8732
Si 6.9487 -0.5901 2.15
Si 6.7272 3.0718 1.7886
Si 7.08 7.3809 2.1271
Si 10.6894 -0.4606 2.0262
Si 10.7359 3.2443 1.4328
Si 10.7841 7.3936 1.5691
Si 3.0488 1.3194 3.4311
Si 3.0646 5.1451 3.0784
Si 3.0925 8.9922 3.4584
Si 6.8673 1.3652 3.3911
Si 6.9169 5.1864 3.1035
Si 7.0063 9.1753 3.5573
Si 10.7221 1.5304 3.2049
Si 10.7971 5.2683 2.8587
Si 10.765 9.1202 3.2439
Si 1.0304 1.3827 4.6515
Si 1.0696 5.2147 4.4141
Si 1.0733 9.0908 4.664
Si 4.9767 1.3545 4.7797
Si 4.9937 5.1992 4.5266
Si 5.0215 9.1143 4.8013
Si 8.8543 1.4293 4.6645
Si 8.9124 5.2055 4.4063
Si 8.9667 9.1187 4.7646
Si 1.0542 -0.5615 6.0304
Si 1.0612 3.354 5.9454
Si 1.0689 7.1008 5.928
Si 4.999 -0.5536 6.1356
Si 4.9955 3.338 6.0195
Si 5.0212 7.1009 5.9815
Si 8.894 -0.5176 6.041
Si 8.8741 3.3877 5.953
Si 8.8832 7.0825 5.9144
Si 3.0054 -0.5422 7.391
Si 3.0093 3.3192 7.3175
Si 3.0352 7.1397 7.2695
Si 6.9828 -0.547 7.4343
Si 6.9663 3.3518 7.3603
Si 6.979 7.1381 7.3222
Si 10.7592 -0.5664 7.4535
Si 10.7576 3.3538 7.3711
Si 10.7474 7.1212 7.3429
Si 2.9823 1.4057 8.7424
Si 3.0591 5.2499 8.6477
Si 3.0455 9.0671 8.6609
Si 7.0735 1.4206 8.7548
Si 6.92 5.2656 8.7353
Si 6.9574 9.0632 8.7357
Si 10.7453 1.4114 8.7568
Si 10.732 5.256 8.7678
Si 10.7095 9.0391 8.7679
Si 1.0062 1.3673 10.1894
Si 1.1439 5.2939 9.9838
Si 1.1148 9.0222 10.0157
Si 5.055 1.4572 9.9564
Si 4.9554 5.3494 10.047
Si 4.9802 9.007 10.0404
Si 8.9693 1.4087 10.3296
Si 8.7917 5.2359 10.1644
Si 8.7966 9.0913 10.2469
Si 1.0156 10.8449 11.4505
Si 1.0703 3.461 11.3722
Si 1.0793 7.1425 11.4003
Si 5.1333 11.048 11.1696
Si 5.1064 3.4202 11.3126
Si 4.8018 7.1487 11.5692
Si 8.9564 10.9758 11.7933
Si 8.9051 3.4517 11.717
Si 8.652 7.0969 11.5776
Si 3.1546 11.295 12.3341
Si 3.122 2.9392 12.4075
Si 2.7992 7.0002 13.0411
Si 6.8247 11.5638 12.7878
Si 6.8269 3.2296 12.9955
Si 6.6478 7.1695 13.0063
Si 10.9663 10.1722 13.1381
Si 10.9458 4.0109 12.9178
Si 10.7283 7.0786 12.6579
Si 3.3332 9.5925 14.9154
Si 8.2737 10.3593 17.2742
Si 0.2056 4.9309 18.934
Si 8.5229 8.1784 19.2324
Si 5.3186 4.4623 22.5567
Si 0.9576 11.2322 15.7497
Si 5.1028 9.5251 24.7368
Si 10.1184 2.8259 19.604
Si 0.9031 3.5046 21.1862
Si 6.6297 0.5722 24.023
Si 1.5274 6.3496 21.9091
Si 2.923 4.4324 14.9861
Si 12.2098 2.5522 15.4774
Si 5.9175 5.0068 15.3522
Si 10.5428 0.8243 17.3721
Si 1.6686 7.1667 18.9908
Si 4.269 7.3886 22.4313
Si 4.4341 -3.5865 19.2529
Si 6.6814 5.9098 18.2898
Si 5.7845 0.9703 21.0958
Si 4.5756 2.5186 24.6874
Si 7.0741 3.5064 20.3101
Si 11.073 7.4177 20.5026
Si 6.3394 9.6414 14.9564
Si 3.4194 2.2422 21.9945
Si 6.333 10.1221 19.4074
Si 9.0113 0.5243 25.8777
O 6.3216 2.0847 20.0418
O 1.1609 9.7219 0.0833
O 1.8741 3.2127 -1.2115
O 8.0711 6.7455 18.5768
O 5.1192 9.1283 0.0963
O 4.0954 3.7263 21.7184
O 9.1161 9.2022 18.0902
O 5.656 10.8648 23.9928
O 5.8887 6.0885 -0.014
O 0.2047 7.3459 21.9777
O 1.331 3.9761 19.6695
O 8.6385 1.1513 -0.1372
O 8.6945 9.5894 -0.0782
O 4.3505 -3.6215 20.896
O 1.0385 5.9964 17.983
O 3.0041 7.8833 18.4488
O 2.8202 8.2678 14.1212
O 4.1542 1.1011 21.103
O 4.3158 4.8607 15.7513
O 4.8296 9.3262 15.5519
O 6.5717 4.5982 19.2287
O 3.0173 1.3139 12.4427
O 6.4135 11.1298 14.3232
O 2.7354 6.9276 22.843
O 6.8285 1.5928 12.9995
O 6.5307 3.6703 14.595
O 9.2202 0.01 16.8168
O 10.8419 5.6033 13.5121
O 2.1382 6.4258 20.3828
O 6.7468 8.6626 13.7185
O 10.8298 8.5263 13.5307
O 13.0801 1.1542 15.3386
O 2.1657 10.1369 15.9436
O 1.8405 2.2763 21.6708
O 8.2109 0.3501 24.432
O 10.2242 1.3381 18.8993
O 2.4778 5.6803 14.0193
O 1.0972 4.7879 22.2158
O 6.2388 6.169 14.2529
O 1.6658 3.788 15.8811
O 10.9781 2.1396 16.4929
O 7.2225 8.8597 19.9283
O 9.591 -3.5564 20.4583
O 11.7942 -0.2381 17.2113
O 10.9609 5.8536 20.0109
O 11.4581 10.8207 14.5909
O 6.6777 5.4027 16.7379
O 11.3796 3.0039 14.1493
O 6.7315 4.0567 21.8234
O 1.2371 0.897 -0.0582
O 4.484 2.6507 -1.1229
O 5.3988 6.8558 18.6344
O 3.3455 3.2147 14.0122
O -0.958 3.8991 18.4477
O 3.4816 10.8119 13.8639
O 5.1424 3.9626 24.1139
O 6.1046 -0.5437 20.6837
O 5.9239 1.6596 25.0369
O 7.1143 10.9727 18.2587
O 4.9392 9.5096 18.8394
O 5.2304 6.0745 22.5016
O 4.9714 0.4545 -0.0043
O 7.5178 9.555 16.0756
O 15.165 2.4329 25.9361
O 3.6681 1.8146 23.5351
O 4.7967 8.4609 23.5297
O 8.638 3.211 20.0875
O 8.2456 6.8694 -0.853
O 10.9925 2.9047 20.9975
O 7.9644 4.1762 -0.6538
O 0.4563 8.1931 19.4128
O 6.5413 1.2208 22.5215

Results
free energy: -115330.035 eV
free energy less fixed offsets of O -569.03, Si -635.61 eV per atom: 6.495 eV
pressure: -0.87 GPa
stress xx, yy, zz, yz, xz, xy (GPa, positive in tension): 0.41, 1.75, 0.46, 0.12, -0.05, 0.16

Forces (eV/angstrom), in the order of the atoms: element, x, y, z
Si -0.0923 -0.0684 -0.6149
Si 0.0524 -0.2583 -0.0673
Si -0.016 0.0942 -0.356
Si -0.0639 -0.2079 -0.4908
Si -0.0844 0.1628 -0.2492
Si 0.3149 0.3081 0.2342
Si 0.149 0.0168 -0.0677
Si -0.0315 -0.149 0.407
Si 0.1181 0.1178 0.1794
Si 0.0674 0.0252 -0.1242
Si 0.0412 -0.134 -0.2352
Si 0.0184 0.1783 -0.2275
Si 0.0116 -0.1201 -0.134
Si -0.0359 -0.233 -0.1671
Si -0.1318 0.1068 -0.2624
Si -0.0613 0.0186 -0.2349
Si 0.0825 -0.0893 -0.2604
Si -0.0742 0.1812 -0.1965
Si 0.0281 -0.0148 0.301
Si 0.0256 -0.1054 -0.1248
Si 0.0664 -0.1143 0.2483
Si -0.0923 0.1738 0.1351
Si -0.058 -0.1166 -0.1483
Si 0.1007 -0.1108 0.1473
Si 0.0277 0.1026 0.0373
Si -0.0325 0.0356 -0.1774
Si -0.035 -0.0356 -0.0343
Si -0.0148 0.0169 0.0012
Si -0.0106 -0.0581 -0.0085
Si -0.0078 -0.1747 0.0385
Si -0.0081 0.1208 -0.1179
Si 0.0431 0.0864 -0.0969
Si -0.0237 -0.0023 -0.0571
Si -0.0104 0.0668 -0.0465
Si -0.0183 -0.0852 -0.0454
Si -0.0211 -0.0238 -0.0187
Si 0.0066 0.0058 -0.0234
Si 0.0502 0.0401 -0.0612
Si -0.036 0.0715 -0.0413
Si -0.0402 0.0523 0.13
Si 0.0252 -0.1457 0.0655
Si -0.0694 0.0198 0.0433
Si 0.1088 -0.0867 0.0372
Si -0.0114 0.0378 -0.0153
Si -0.015 0.068 -0.0212
Si 0.0336 0.0559 0.0487
Si -0.0373 -0.0048 -0.025
Si 0.0819 0.0195 -0.0868
Si -0.063 0.0507 0.0411
Si -0.0026 0.0347 -0.0294
Si 0.0638 -0.0448 0.0072
Si -0.0498 0.0393 0.1381
Si 0.0009 -0.0725 0.0409
Si -0.0087 -0.0843 0.0113
Si 0.001 0.0167 0.2729
Si -0.0795 0.1043 0.0426
Si -0.0816 -0.0428 0.009
Si -0.0715 -0.032 0.2123
Si 0.0403 0.0432 0.0491
Si 0.0547 -0.1182 -0.0124
Si 0.1926 -0.031 0.1122
Si -0.0246 0.0541 -0.0072
Si -0.0372 0.0115 -0.0315
Si -0.0105 -0.0127 -0.1415
Si 0.0377 -0.1009 -0.1819
Si 0.0309 0.0675 -0.1521
Si 0.09 0.0519 -0.3096
Si 0.0319 -0.0991 -0.1054
Si -0.0112 0.0484 0.0199
Si -0.1591 -0.0299 0.2526
Si 0.0376 -0.0807 -0.011
Si -0.0343 -0.0005 0.169
Si 0.1516 0.0613 0.1975
Si 0.1154 -0.1071 0.2556
Si 0.1196 -0.0654 0.1234
Si 0.0454 0.0871 0.1694
Si -0.0563 -0.0638 0.2863
Si -0.1797 -0.0247 0.1237
Si -0.0948 -0.0382 0.1248
Si 0.0284 0.0087 0.381
Si -0.0214 0.1433 0.2153
Si 0.0176 0.1906 0.1187
Si -0.0128 -0.2284 0.143
Si -0.0958 0.2803 0.2598
Si 0.0274 0.23 -0.1774
Si -0.041 -0.4137 -0.2376
Si 0.0216 0.3465 -0.0356
Si 0.1965 0.0303 0.0988
Si 0.0106 0.0633 -0.0339
Si -0.1933 -0.1506 0.2717
Si -0.0895 0.3215 -0.1774
Si 0.0673 0.1605 0.1397
Si 0.0833 0.0102 -0.1284
Si -0.1724 0.0712 -0.0431
Si -0.1001 0.0038 -0.0704
Si 0.0089 0.214 0.1793
Si 0.0764 -0.0618 -0.0063
Si -0.0539 -0.2282 -0.1106
Si 0.2259 -0.0188 -0.0679
Si -0.0893 0.1216 -0.0995
Si 0.3147 -0.07 0.0761
Si 0.014 -0.3457 -0.0631
Si 0.0418 -0.2348 0.0635
Si 0.0617 -0.1876 0.0283
Si 0.1246 -0.0936 0.0538
Si 0.2641 -0.0001 -0.1345
Si 0.0829 -0.1158 -0.0722
Si 0.093 0.0593 0.0455
Si -0.1072 0.0871 0.1293
Si -0.0249 -0.0533 -0.1266
Si 0.0469 0.0873 -0.2643
Si -0.1591 -0.0326 0.0599
Si -0.1015 -0.0198 -0.071
Si -0.0472 0.0683 0.12
Si 0.13 0.0981 -0.0968
Si -0.0595 0.086 -0.0143
Si 0.0793 0.154 0.2118
O 0.0195 0.0327 0.0304
O 0.0371 -0.3888 0.4719
O -0.2262 -0.0955 0.2511
O 0.0268 0.0201 0.0169
O -0.1023 -0.0326 0.4836
O -0.0037 -0.0263 0.0591
O -0.0424 -0.0324 0.046
O -0.0123 -0.0196 0.039
O -0.336 0.1783 -0.0131
O -0.0456 0.0032 -0.1239
O -0.113 0.0653 0.0466
O -0.0467 -0.0507 0.2366
O -0.0134 -0.068 0.1322
O -0.0667 -0.0297 0.0996
O -0.0785 -0.0007 0.1916
O -0.0883 -0.0311 -0.017
O -0.0089 -0.3952 -0.1618
O 0.0153 0.0581 0.0468
O 0.0782 0.0671 0.0262
O 0.0943 -0.0158 0.0299
O 0.0427 0.0308 -0.0606
O -0.1427 -0.0115 -0.1065
O 0.0336 -0.0643 -0.0376
O -0.1096 -0.0248 -0.0285
O 0.1334 -0.2928 0.0299
O 0.0271 0.0778 -0.3039
O -0.0591 -0.0555 -0.0122
O 0.0293 -0.0654 -0.4822
O -0.1735 -0.0521 0.0522
O 0.0183 -0.3493 -0.1196
O -0.0304 0.2957 -0.3786
O -0.0727 -0.0304 -0.0425
O 0.0807 -0.1396 -0.0658
O -0.1072 0.0264 0.0255
O 0.1297 -0.0152 0.1311
O 0.0193 0.1148 0.0248
O 0.0423 0.436 -0.263
O -0.0379 0.0279 -0.0189
O -0.0003 0.2569 -0.1977
O 0.0306 0.16 -0.1104
O 0.0038 0.0874 0.0085
O 0.0862 -0.0196 -0.0131
O 0.0708 -0.0173 0.0446
O -0.0098 0.015 -0.1553
O -0.0097 0.0302 -0.0063
O -0.1677 -0.1886 -0.2971
O -0.0195 -0.0275 -0.1402
O -0.0748 0.1463 -0.0475
O 0.0459 -0.0226 -0.0049
O 0.0091 0.3862 0.4017
O 0.1191 -0.0558 0.1311
O 0.0244 -0.0416 -0.0478
O -0.0065 0.1492 -0.0901
O 0.0417 0.1065 0.0523
O -0.033 -0.1547 -0.0778
O -0.0718 -0.0922 0.0881
O 0.0212 0.0113 0.0455
O -0.0095 -0.0736 0.0208
O 0.0616 -0.113 -0.0741
O 0.0392 -0.0629 -0.0148
O -0.0661 0.0606 0.0161
O 0.0414 0.4238 0.4125
O -0.1198 -0.052 -0.0775
O -0.058 -0.0319 0.2022
O -0.0192 -0.0023 0.0236
O 0.0081 0.1283 0.2172
O 0.1136 0.029 0.0126
O -0.007 -0.1025 -0.1681
O 0.0153 0.0292 0.0343
O 0.0137 -0.0266 -0.1348
O -0.0572 -0.082 0.1059
O 0.0568 -0.0468 0.147

The program warned: the cutoff lies below the one the program advises for these potential files.
